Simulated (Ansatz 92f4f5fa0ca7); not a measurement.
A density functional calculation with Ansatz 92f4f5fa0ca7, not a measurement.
Periodic cell of 260 atoms, Si140O88H32, with a vacuum gap, from a study of silicon, its oxide and their interface. The atomic structure is a simulated model.

Settings: functional r2SCAN; potential files Ansatz PAW; basis plane waves; wave-function cutoff 800 eV; density cutoff ratio 5; exchange-correlation grid ratio 1; k mesh 1 x 1 x 1, shifted by 0.5 0.5 0 of a step; self-consistency stop 1e-11 eV per atom in the density residual; occupations fixed; spin none; net charge 0; applied field sawtooth along c, amplitude -0.015 V/angstrom in the program's sign convention, ramp centred at 0.9891 of c and 0.0218 of c wide, no dipole correction.

Cell vectors (angstrom)
a  10.888  0  0
b  0  10.888  0
c  0  0  45.8349

Atoms: element, x, y, z (angstrom)
Si  1.7664  1.5734  30.1975
Si  3.4972  4.318  29.9588
Si  1.819  7.2799  32.366
Si  3.4633  9.0333  32.2241
Si  8.0815  0.0817  29.548
Si  9.0428  3.669  32.2403
Si  6.4566  6.4326  32.2356
Si  10.0543  10.0164  32.3995
Si  0.8669  0.9106  32.2845
Si  2.9093  5.5114  33.4606
Si  1.2613  6.4932  30.202
Si  3.0331  9.6829  29.9627
Si  7.4883  1.7992  32.1959
Si  9.4985  4.6687  30.1473
Si  5.3689  8.1577  33.4107
Si  8.0934  5.3828  33.5532
Si  -0.0684  2.7025  33.482
Si  2.6007  -0.0795  33.5335
Si  0.0969  8.2549  33.6238
Si  4.6688  4.6824  32.0257
Si  5.5564  2.8002  33.2405
Si  8.3046  0.112  33.6126
Si  9.413  9.1134  30.3532
Si  7.7223  7.2116  30.3563
Si  1.4216  4.1021  34.6943
Si  4.1085  1.3993  34.6159
Si  1.3777  9.5439  35.0731
Si  4.1391  6.8366  34.9438
Si  6.7708  4.0336  34.904
Si  9.5745  1.4279  35.0393
Si  6.7976  9.5541  34.7258
Si  9.5227  6.8164  34.7842
Si  -0.0016  0.0202  36.3556
Si  2.7496  2.7082  36.0797
Si  0.0406  5.4473  36.1025
Si  2.7639  8.1554  36.3048
Si  5.4255  0.0439  36.0698
Si  8.141  2.752  36.2947
Si  5.4601  5.4223  36.2639
Si  8.1415  8.1819  36.1341
Si  1.418  1.4001  37.5679
Si  4.0548  4.0442  37.5412
Si  1.3479  6.7769  37.5519
Si  4.1261  9.5804  37.5392
Si  6.7456  1.3472  37.5309
Si  9.5646  4.1338  37.5341
Si  6.8395  6.8195  37.5556
Si  9.4681  9.5076  37.5888
Si  0.0066  2.7433  38.8889
Si  2.7271  -0.01  38.9201
Si  -0.0216  8.13  38.9114
Si  2.6931  5.4029  38.8943
Si  5.4147  2.6918  38.9243
Si  8.0805  0.0024  38.8987
Si  5.4564  8.1906  38.8876
Si  8.2341  5.4953  38.9137
Si  1.323  4.092  6.9493
Si  4.049  1.3237  6.9721
Si  1.3296  9.4963  6.9325
Si  4.0548  6.8139  6.868
Si  6.8474  4.0987  6.8632
Si  9.4835  1.3665  6.8679
Si  6.7735  9.5313  6.9609
Si  9.5685  6.8098  7.026
Si  -0.121  -0.0503  8.2317
Si  2.6367  2.6867  8.2626
Si  0.0401  5.4246  8.4088
Si  2.6601  8.0829  8.2977
Si  5.3645  -0.0733  8.3397
Si  8.2145  2.7782  8.26
Si  5.4862  5.4899  8.1659
Si  8.196  8.2351  8.3037
Si  1.1668  1.3253  9.5541
Si  4.0927  4.1072  9.4172
Si  1.412  6.7387  9.8281
Si  3.9777  9.3838  9.7005
Si  6.8134  1.3728  9.4811
Si  9.5787  4.063  9.7726
Si  6.8424  6.849  9.5569
Si  9.5057  9.5321  9.7843
Si  -0.01  2.6168  11.1857
Si  2.4405  -0.1011  10.8503
Si  -0.0312  8.0784  11.1996
Si  2.9199  5.2942  11.0548
Si  5.4209  2.7361  10.7213
Si  8.0553  0.145  10.9849
Si  5.4418  8.0309  11.0251
Si  8.1634  5.5332  10.9709
Si  2.1103  3.3288  12.1218
Si  3.709  1.5644  11.7943
Si  3.3955  9.4935  14.5333
Si  6.5019  9.7528  12.2004
Si  6.4712  4.3724  12.0481
Si  9.2019  1.5369  12.5644
Si  8.1805  8.8209  13.5604
Si  9.3203  6.8804  12.6095
Si  1.0458  -1.1968  12.525
Si  5.1733  5.3993  17.3039
Si  2.0287  4.5408  14.9441
Si  4.3548  6.5589  14.6169
Si  10.1297  -0.6922  16.1848
Si  9.9885  -0.3913  13.7917
Si  7.7884  3.292  13.6696
Si  9.8796  5.5322  14.5768
Si  -10.6651  20.667  23.6148
Si  10.6536  17.8708  22.3953
Si  5.376  30.6556  25.5701
Si  5.6705  13.6158  18.2026
Si  18.3301  26.7577  22.5875
Si  20.5221  13.7311  22.6327
Si  12.8236  5.4319  20.8481
Si  22.5502  19.5462  29.3376
Si  -7.8613  39.5435  25.6584
Si  14.6516  16.4921  23.1669
Si  23.032  2.4426  20.6939
Si  -0.7886  13.0301  28.367
Si  6.3117  7.5067  23.1012
Si  -1.2632  6.177  25.3397
Si  13.827  9.6576  17.6353
Si  17.7418  4.9355  19.6952
Si  14.2003  2.4471  16.8604
Si  5.6856  10.5813  18.3983
Si  30.7288  7.0071  19.6914
Si  15.6472  11.0296  13.3116
Si  24.4233  11.7562  22.8946
Si  9.8448  14.1723  25.6561
Si  -5.0215  -1.8584  28.5898
Si  5.733  -9.534  14.9558
Si  -3.8046  20.0662  20.7067
Si  -6.0833  -4.7861  12.335
Si  -3.6546  9.7273  16.1584
Si  7.2181  -6.4028  25.473
Si  16.2797  -21.3243  23.9682
Si  21.5044  -3.6175  16.9799
Si  1.0334  0.7563  18.0526
Si  4.4494  4.4443  27.0003
Si  14.7859  24.6189  24.6119
Si  13.3614  6.6518  18.1019
Si  0.4265  8.3483  26.3656
Si  8.3374  -10.7742  22.7062
O  19.2947  5.8326  29.7504
O  8.0445  -5.0049  25.558
O  5.9507  -2.2506  27.0381
O  3.622  16.468  17.7528
O  9.8981  7.3186  18.4253
O  -8.2428  12.8346  24.1161
O  4.3669  4.1306  28.5845
O  -1.2654  10.452  23.5474
O  10.039  6.4987  23.8108
O  5.2667  1.986  24.4563
O  0.8212  5.8512  21.934
O  -3.4026  -9.8009  30.7026
O  -10.3282  1.6681  29.1164
O  12.5378  18.1915  26.3409
O  10.4658  2.3378  26.7985
O  6.7707  0.2455  15.5289
O  5.3419  -4.7682  15.8574
O  10.9049  19.6571  16.4112
O  8.3698  16.3792  19.5394
O  2.5818  14.6351  16.236
O  -0.2516  0.5429  17.1092
O  23.3687  -0.7288  18.3874
O  -18.0943  25.0695  26.1496
O  14.9783  -0.3377  18.3209
O  -1.1997  -4.4322  15.9168
O  28.5677  26.0882  23.9112
O  14.2225  5.5781  21.6262
O  17.0931  12.0919  18.0465
O  -1.3255  14.4492  28.9571
O  24.6871  9.9133  16.029
O  15.189  8.1687  14.7273
O  14.6695  16.7592  26.6626
O  6.5989  -7.5215  19.3554
O  -2.2218  -0.9381  16.8331
O  4.3055  20.1264  29.013
O  5.0548  17.4231  23.2654
O  -15.2921  4.9437  21.2779
O  12.6494  3.9244  20.2935
O  5.9831  15.3783  26.4893
O  19.8381  11.8995  28.5291
O  2.8661  16.8101  14.836
O  0.4902  9.4099  25.1642
O  17.3276  19.2057  24.4853
O  5.7313  3.8843  17.029
O  12.9966  12.3253  17.0829
O  12.061  17.4247  17.1335
O  18.4971  17.4639  22.8597
O  8.8696  26.0261  22.3338
O  10.1629  13.64  24.1625
O  18.6222  -2.8144  19.7288
O  21.8231  5.4073  30.2729
O  27.7595  5.8499  18.6549
O  1.4014  43.4277  23.1219
O  14.9381  4.1045  23.6366
O  20.8626  29.2197  26.2738
O  -6.7455  11.0713  22.9225
O  2.4146  12.5007  21.4689
O  3.1599  -2.7878  17.9455
O  30.3728  1.6527  22.3159
O  0.4971  9.1213  27.7717
O  6.547  7.7829  29.3702
O  11.3383  4.8516  14.8116
O  2.0876  9.0805  13.654
O  2.3202  3.526  13.7323
O  -4.7251  10.193  19.8734
O  16.0537  21.335  25.2925
O  7.423  8.571  15.036
O  27.9246  -2.3967  21.8377
O  6.8705  11.0045  23.4072
O  10.8891  24.4348  21.6676
O  17.0815  20.3277  17.3514
O  -0.4927  4.8118  25.7919
O  0.3593  -2.4253  22.681
O  0.7732  -9.2503  19.3724
O  2.6854  -4.669  24.2156
O  4.4576  -9.0753  15.8814
O  30.5502  -6.5653  14.5006
O  19.1183  25.0642  25.8686
O  14.8229  8.1832  25.4186
O  12.82  6.446  19.6044
O  13.456  5.6393  29.6876
O  20.5841  7.1395  21.1084
O  2.8383  11.3048  29.7544
O  6.7417  -0.5161  28.8339
O  14.9242  -8.2347  18.3242
O  8.2547  10.0388  21.4132
O  24.3393  -7.8898  30.2133
O  6.7159  -8.2643  14.7014
H  -0.8252  1.9317  39.8213
H  0.8184  3.575  39.8213
H  1.9006  -0.8271  39.8526
H  3.5453  0.8154  39.8526
H  0.7957  8.9564  39.8438
H  -0.8364  7.3013  39.8438
H  3.5002  6.2392  39.8268
H  1.8534  4.5995  39.8268
H  6.244  3.5061  39.8567
H  4.5937  1.8692  39.8567
H  7.2749  -0.8353  39.8311
H  8.9138  0.8126  39.8311
H  4.6272  7.3762  39.82
H  6.2708  9.0196  39.82
H  7.4153  4.6706  39.8461
H  9.0621  6.3109  39.8461
H  2.1628  4.8955  6.0168
H  0.5113  3.2603  6.0168
H  3.2309  0.4982  6.0397
H  4.8701  2.1462  6.0397
H  2.1561  10.3134  6.0001
H  0.5124  8.6699  6.0001
H  4.884  7.6283  5.9355
H  3.2478  5.9777  5.9355
H  6.0182  3.2844  5.9308
H  7.6663  4.9234  5.9308
H  8.6502  0.5563  5.9355
H  10.3153  2.1781  5.9355
H  5.9591  8.7023  6.0285
H  7.5791  10.369  6.0285
H  8.7406  5.9942  6.0936
H  10.3833  7.6386  6.0936

Results
free energy: -140240.737 eV
free energy less fixed offsets of H -15.71, O -570.45, Si -639.56 eV per atom: -0.017 eV

Forces (eV/angstrom), in the order of the atoms: element, x, y, z
Si  0.0052  0.002  -0.0108
Si  -0.0082  -0.0035  -0.0273
Si  -0.0065  -0.0043  0.0034
Si  0.0083  0.0081  0.0066
Si  0.0027  -0.0018  -0.0185
Si  0.0083  0.007  0.0026
Si  0.0093  0.0068  0.0044
Si  -0.0141  -0.0167  0.0106
Si  0.0114  0.0111  0.0104
Si  0.0049  0.0277  -0.0146
Si  -0.01  -0.0072  -0.0078
Si  0.0143  0.0012  -0.0108
Si  -0.0016  -0.0163  0.0007
Si  0.0088  0.0025  -0.0211
Si  -0.0215  -0.0107  -0.0113
Si  -0.0066  -0.0196  -0.0148
Si  -0.025  -0.0094  -0.0124
Si  -0.0137  -0.0254  -0.0085
Si  0.017  0.0154  -0.0128
Si  -0.0119  -0.0057  0.0178
Si  0.021  0.009  -0.0039
Si  0.0194  0.0137  -0.0119
Si  -0.0053  0.0007  0.0029
Si  0.0016  0.0037  -0.0061
Si  -0.002  -0.0004  0.0172
Si  -0.0058  0.0088  0.0196
Si  -0.0129  -0.0003  -0.0049
Si  0.0037  -0.0046  -0.0103
Si  -0.001  0.0113  -0.0019
Si  0.0096  -0.0102  -0.0108
Si  0.0152  -0.0084  0.0117
Si  0.0008  0.0109  0.0138
Si  -0.0008  -0.0229  -0.0023
Si  -0.0262  0.0191  0.0482
Si  -0.0191  0.0193  0.0263
Si  -0.0203  0.0147  0.001
Si  0.017  -0.0352  0.0439
Si  0.0283  -0.0184  0.0124
Si  -0.0206  0.0152  0.013
Si  0.0282  -0.0154  0.024
Si  -0.0299  -0.027  0.1825
Si  0.0572  0.0364  0.1839
Si  0.024  0.0171  0.1879
Si  -0.0396  -0.0461  0.1931
Si  0.0471  0.0726  0.2134
Si  -0.016  -0.0262  0.1887
Si  -0.033  -0.0165  0.1762
Si  0.0352  0.042  0.1447
Si  0.1306  0.1065  0.3014
Si  0.1874  0.2571  0.2752
Si  -0.0557  0.1184  0.2388
Si  -0.0479  0.0382  0.3312
Si  -0.0853  0.0729  0.1583
Si  0.2123  -0.2081  0.3795
Si  0.1152  0.0081  0.2883
Si  -0.1198  -0.0572  0.2643
Si  0.0201  -0.0901  -0.3779
Si  -0.2486  -0.1722  -0.373
Si  -0.1838  -0.1324  -0.1168
Si  0.0095  -0.0736  -0.345
Si  0.0866  0.1993  -0.4125
Si  -0.0513  -0.1059  -0.3268
Si  0.0197  -0.0135  -0.3314
Si  0.0299  0.0912  -0.051
Si  -0.0113  -0.0155  -0.188
Si  -0.0171  -0.0178  -0.1589
Si  -0.0277  0.0306  -0.1614
Si  -0.0268  -0.0004  -0.2092
Si  0.007  -0.0165  -0.1619
Si  0.0228  -0.008  -0.2238
Si  0.0024  0.0018  -0.1926
Si  -0.0059  -0.0222  -0.141
Si  0.0185  0.0021  -0.0169
Si  0.0136  0.0088  0.0043
Si  0.0173  -0.0161  -0.0415
Si  0.0103  0.0192  -0.0202
Si  -0.0155  0.0082  -0.0232
Si  -0.009  -0.0111  -0.0358
Si  -0.0089  -0.0068  -0.0124
Si  -0.0202  0.0194  -0.0279
Si  0.0094  -0.0207  -0.003
Si  0.0023  0.0221  -0.0134
Si  -0.0053  0.0058  0.0085
Si  0.0269  -0.0229  -0.0131
Si  -0.0196  0.0202  0.0051
Si  -0.0031  -0.0063  0.0052
Si  0.0146  -0.0097  -0.0115
Si  -0.0293  0.0046  -0.01
Si  0.0044  -0.0031  -0.0021
Si  -0.0043  -0.0163  0.0205
Si  0.0061  0.0065  -0.0239
Si  0.0141  0.0034  0.0089
Si  0.0133  0.0006  0.0165
Si  -0.0001  -0.0031  0.009
Si  -0.0141  -0.0049  -0.0203
Si  0.0054  0.0055  0.0035
Si  -0.0064  -0.0014  0.002
Si  -0.0018  0.0035  -0.0327
Si  0.0019  -0.0032  -0.0329
Si  -0.0027  0.005  -0.0313
Si  0.0031  0.0043  -0.0188
Si  0.0026  0.0097  -0.015
Si  -0.013  0.0121  -0.0202
Si  -0.0025  -0.0098  -0.0262
Si  -0.0012  0.002  -0.0304
Si  -0.0006  -0.0018  -0.0346
Si  0.0014  0.0027  -0.0353
Si  -0.0064  -0.0038  -0.0261
Si  -0.0007  0.0017  -0.0328
Si  0.0044  -0.0002  -0.0287
Si  0.0001  -0.0017  -0.0346
Si  -0.0013  0.0018  -0.0151
Si  -0.0012  -0.002  -0.0306
Si  0.0031  -0.002  -0.0329
Si  -0.0039  -0.0036  -0.0371
Si  -0.0018  0.0004  -0.0331
Si  0.0009  0.0012  -0.0297
Si  -0.0015  0.0016  -0.0238
Si  0  0.0006  -0.0613
Si  -0.0058  -0.0013  -0.0278
Si  0.0031  0.0031  -0.0374
Si  -0.0017  0.0007  -0.0332
Si  0.004  0.0002  -0.0317
Si  -0.0066  0.0089  0.0073
Si  -0.0024  0.0032  -0.0342
Si  -0.0023  0.0032  -0.0343
Si  0  -0.0012  -0.0244
Si  0.0059  -0.0048  -0.0322
Si  -0.0021  0.0042  -0.0339
Si  -0.0058  -0.0043  0.0098
Si  0.0028  0.0035  -0.0361
Si  0.0023  0.0007  -0.0334
Si  0.0027  -0.0007  -0.0216
Si  0.0002  0.001  -0.0389
Si  -0.0006  -0.0062  -0.0353
Si  0.0027  -0.0005  -0.0383
Si  0  -0.0053  -0.0273
Si  0.0036  0.0024  -0.0372
Si  0.0007  -0.0003  -0.032
Si  -0.0002  -0.0025  -0.0357
O  -0.0018  0.0003  0.0095
O  -0.0004  0.0007  0.0099
O  0.001  0.0038  0.0203
O  -0.0028  0.001  0.0112
O  -0.0101  -0.0021  0.0273
O  0.0053  0.0052  0.0128
O  -0.0041  0.0015  0.025
O  0.0063  -0.0026  0.0026
O  -0.0064  -0.0032  0.0251
O  -0.0015  0.0016  0.0121
O  -0.0026  0.0036  0.0115
O  -0.0045  0.0105  0.0155
O  0.0067  -0.0017  0.0163
O  -0.0062  0.0038  0.0164
O  0.0009  -0.0053  0.0272
O  0.0074  -0.0098  0.02
O  0.0058  -0.0076  0.0259
O  0.0005  -0.0098  0.0165
O  0.0006  0.0003  0.0157
O  0.0049  -0.0094  0.0238
O  0.0107  0.0056  0.0203
O  -0.0009  0.0018  0.011
O  0.0024  0.0022  0.0227
O  0.0049  0.0017  0.0117
O  0.0042  0.0049  0.0185
O  0.0003  -0.0014  0.0238
O  0.003  -0.0032  0.0232
O  0.0008  -0.0002  0.0091
O  -0.003  0.0053  0.0078
O  -0.0051  0.0001  0.0186
O  -0.003  0.0005  0.0077
O  -0.001  -0.0084  0.0085
O  0.0065  0.0088  0.0139
O  0.0004  -0.0017  0.0125
O  -0.0049  0.0015  0.0148
O  -0.0035  -0.0006  0.014
O  0.0036  -0.0001  0.0302
O  -0.0059  0.0014  0.0177
O  -0.0078  0.0013  0.0088
O  -0.0002  -0.0021  0.012
O  -0.007  -0.0013  0.0172
O  0.003  -0.0044  0.0209
O  -0.0061  0.003  0.0165
O  0.0016  -0.001  0.0204
O  -0.0068  -0.0039  0.0136
O  0.0047  -0.0008  0.0195
O  -0.0029  0.0036  0.005
O  0.0021  -0.0012  0.01
O  -0.0004  0.0044  0.0251
O  -0.002  0.0042  0.0235
O  0.0028  0.0033  0.0046
O  0.0078  -0.0016  0.0185
O  -0.0031  -0.0034  0.0126
O  0.0029  -0.0018  0.0182
O  0.0042  0.0043  0.0108
O  0.0051  0.0008  0.0067
O  0.0039  -0.0048  0.0195
O  0.0002  -0.005  0.0107
O  0.0019  -0.0038  0.0121
O  0.0042  0.0016  0.0294
O  0.0072  -0.0052  0.0215
O  0.0009  0.0013  0.0081
O  0.0114  -0.0099  0.0132
O  -0.0051  0.0106  0.0247
O  0.0087  -0.0078  0.0233
O  -0.0006  -0.0087  0.0158
O  0.0008  0.002  0.02
O  -0.0043  -0.0053  0.0213
O  -0.004  -0.0016  0.0068
O  -0.0117  -0.0003  0.0208
O  -0.0053  0.0025  0.0245
O  0.0008  -0.001  0.011
O  0.0021  0.0052  0.017
O  0.0017  0.0102  0.0308
O  -0.0019  0.0037  0.0189
O  -0.0095  0.0054  0.0188
O  0.0128  0.0117  0.0143
O  0.0023  -0.0001  0.0185
O  -0.0018  -0.0023  0.0072
O  -0.0018  -0.01  0.024
O  0.0059  -0.0022  0.0014
O  0.0084  0.0022  0.0231
O  -0.005  -0.0006  0.0047
O  0.0042  0.0004  0.0071
O  0.0045  0.0005  0.0138
O  0.0042  0.0095  0.0174
O  0.0014  0.002  0.0067
O  -0.0023  -0.0091  0.0157
H  0.2281  0.1539  -0.3242
H  -0.4303  -0.3662  -0.1812
H  0.2449  0.2263  -0.3389
H  -0.3265  -0.3932  -0.1822
H  -0.2376  -0.2418  -0.298
H  0.4878  0.4458  -0.2161
H  -0.1628  -0.2514  -0.2799
H  0.4187  0.3471  -0.2174
H  -0.1631  -0.1578  -0.3087
H  0.337  0.357  -0.237
H  0.3513  0.4641  -0.2034
H  -0.2466  -0.1536  -0.281
H  0.1572  0.2341  -0.3143
H  -0.3495  -0.4804  -0.1949
H  0.1701  0.1265  -0.3017
H  -0.4988  -0.449  -0.2184
H  -0.3097  -0.2577  0.3061
H  0.1373  0.4338  0.2773
H  0.3563  0.3268  0.188
H  -0.1562  -0.2254  0.3586
H  -0.2421  -0.2821  0.3231
H  0.3979  0.3756  0.153
H  -0.4752  -0.119  0.2291
H  0.3301  0.2554  0.2317
H  0.2804  0.1242  0.2794
H  -0.3007  -0.3523  0.1366
H  0.1506  0.453  0.207
H  -0.1577  -0.3996  0.2574
H  0.3995  0.1917  0.2957
H  -0.4019  -0.1785  0.2892
H  0.285  0.23  0.3617
H  -0.2684  -0.4749  0.2638

The program warned: the cutoff lies below the one the program advises for these potential files; the forces do not sum to zero within the program's tolerance; empty levels may hold ghost states of the PAW files; the exchange-correlation potential is rough where the density is thin.
